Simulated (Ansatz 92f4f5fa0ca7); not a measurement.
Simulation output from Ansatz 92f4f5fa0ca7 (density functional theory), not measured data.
Periodic cell of 291 atoms, Si195O96, from a study of silicon, its oxide and their interface. The atomic structure is a simulated model.
Doubt: the cutoff is far below the 930 eV that the study's wrapper takes by default for these files, so forces and energies are approximate.

Settings: functional PBE; potential files Ansatz PAW; basis plane waves; wave-function cutoff 580 eV; density cutoff ratio 5; exchange-correlation grid ratio 1; k mesh 1 x 1 x 1, Gamma-centred; self-consistency stop 5e-08 eV per atom in the density residual; occupations fixed; spin none; net charge 0.

Cell vectors (angstrom)
a	11.6015	0	0
b	0	10.938	0
c	0	0	41.071

Atoms: element, x, y, z (angstrom)
Si	0	0	0.9665
Si	3.8672	0	0.9665
Si	7.7343	0	0.9665
Si	1.9336	1.3673	0.9665
Si	5.8008	1.3673	0.9665
Si	9.6679	1.3673	0.9665
Si	0	5.469	0.9665
Si	3.8672	5.469	0.9665
Si	7.7343	5.469	0.9665
Si	1.9336	6.8362	0.9665
Si	5.8008	6.8362	0.9665
Si	9.6679	6.8362	0.9665
Si	1.9336	2.7345	40.1039
Si	5.8008	2.7345	40.1039
Si	9.6679	2.7345	40.1039
Si	0	4.1018	40.1039
Si	3.8672	4.1018	40.1039
Si	7.7343	4.1018	40.1039
Si	1.9336	8.2035	40.1039
Si	5.8008	8.2035	40.1039
Si	9.6679	8.2035	40.1039
Si	0	9.5708	40.1039
Si	3.8672	9.5708	40.1039
Si	7.7343	9.5708	40.1039
Si	0	0	4.8337
Si	3.8672	0	4.8337
Si	7.7343	0	4.8337
Si	1.9336	1.3673	4.8337
Si	5.8008	1.3673	4.8337
Si	9.6679	1.3673	4.8337
Si	0	5.469	4.8337
Si	3.8672	5.469	4.8337
Si	7.7343	5.469	4.8337
Si	1.9336	6.8362	4.8337
Si	5.8008	6.8362	4.8337
Si	9.6679	6.8362	4.8337
Si	1.9336	2.7345	2.9001
Si	5.8008	2.7345	2.9001
Si	9.6679	2.7345	2.9001
Si	0	4.1018	2.9001
Si	3.8672	4.1018	2.9001
Si	7.7343	4.1018	2.9001
Si	1.9336	8.2035	2.9001
Si	5.8008	8.2035	2.9001
Si	9.6679	8.2035	2.9001
Si	0	9.5708	2.9001
Si	3.8672	9.5708	2.9001
Si	7.7343	9.5708	2.9001
Si	0.2542	-0.4513	30.2398
Si	3.6487	0.0024	30.6708
Si	7.5764	0.1834	30.4911
Si	1.7819	1.3551	30.5306
Si	5.5582	1.2903	30.676
Si	9.4837	1.5127	30.2975
Si	-0.0474	6.1385	28.9157
Si	1.2296	5.9172	30.8594
Si	7.169	5.1779	30.0213
Si	3.4524	5.26	30.2988
Si	5.8192	7.1314	30.1614
Si	9.4776	6.9539	29.4689
Si	1.8824	2.7176	32.4392
Si	5.7679	2.727	32.4808
Si	9.7633	2.8853	32.2311
Si	0.152	4.291	32.3577
Si	3.8508	4.0734	32.3932
Si	7.6841	4.086	32.1922
Si	1.7569	7.8869	32.3317
Si	5.8066	8.2645	32.2862
Si	9.5632	8.276	32.4329
Si	-0.0261	9.4245	32.3548
Si	3.7093	9.3534	32.3628
Si	7.6971	9.6955	32.3949
Si	-0.0204	-0.0282	34.2493
Si	3.8151	-0.1009	34.2876
Si	7.726	0.0711	34.3341
Si	1.9169	1.3185	34.3302
Si	5.7352	1.3342	34.3709
Si	9.6818	1.4417	34.2141
Si	-0.0369	5.4669	34.3724
Si	3.8207	5.481	34.3042
Si	7.6892	5.4482	34.196
Si	1.8761	6.8187	34.3984
Si	5.775	6.8376	34.2196
Si	9.6158	6.8164	34.3051
Si	1.9264	2.7261	36.2443
Si	5.7773	2.7381	36.2629
Si	9.6498	2.7212	36.221
Si	-0.0233	4.0792	36.2629
Si	3.8546	4.1093	36.2365
Si	7.7171	4.1108	36.1929
Si	1.9166	8.2266	36.27
Si	5.8028	8.1834	36.2042
Si	9.6476	8.1854	36.231
Si	-0.0324	9.5775	36.2233
Si	3.8681	9.5522	36.261
Si	7.7313	9.5777	36.2307
Si	0	0	38.1703
Si	3.8672	0	38.1703
Si	7.7343	0	38.1703
Si	1.9336	1.3673	38.1703
Si	5.8008	1.3673	38.1703
Si	9.6679	1.3673	38.1703
Si	0	5.469	38.1703
Si	3.8672	5.469	38.1703
Si	7.7343	5.469	38.1703
Si	1.9336	6.8362	38.1703
Si	5.8008	6.8362	38.1703
Si	9.6679	6.8362	38.1703
Si	1.9535	2.7826	6.7121
Si	5.8378	2.7341	6.7692
Si	9.6793	2.7154	6.799
Si	-0.0064	4.1079	6.7614
Si	3.9061	4.1097	6.7674
Si	7.7706	4.1173	6.762
Si	1.9467	8.2033	6.7355
Si	5.8125	8.2062	6.7598
Si	9.6678	8.1878	6.7975
Si	-0.0033	9.5444	6.7291
Si	3.8757	9.5629	6.7423
Si	7.7509	9.5813	6.8002
Si	0.038	0.0017	8.6095
Si	3.8538	0.0047	8.6493
Si	7.7753	-0.0142	8.7773
Si	1.924	1.3971	8.5905
Si	5.8103	1.3265	8.6795
Si	9.7032	1.3651	8.7722
Si	0	5.4778	8.6973
Si	3.8846	5.4217	8.7435
Si	7.7756	5.4942	8.6813
Si	1.962	6.8034	8.636
Si	5.8281	6.8224	8.6744
Si	9.7167	6.9055	8.8121
Si	1.7429	2.6141	10.5848
Si	5.7814	2.6609	10.6007
Si	9.629	2.7906	10.7201
Si	-0.0478	4.1761	10.6654
Si	3.7962	3.9537	10.6707
Si	7.6807	4.0636	10.5307
Si	2.0491	8.1859	10.5198
Si	5.9376	8.1897	10.594
Si	9.8673	8.3168	10.8428
Si	0.2726	9.7545	10.6044
Si	3.9799	9.584	10.5974
Si	7.8723	9.5918	10.7846
Si	-0.1621	0.9779	13.8337
Si	3.5013	0.1178	12.4466
Si	7.995	-0.0908	12.8864
Si	1.2618	0.658	11.9384
Si	5.4044	1.5054	12.6631
Si	9.4222	1.8351	12.8815
Si	0.0519	5.5694	12.6041
Si	3.7825	5.2842	12.589
Si	9.9323	7.1266	12.9012
Si	2.0279	6.8094	12.4501
Si	5.5048	6.9798	12.6164
Si	8.0457	5.8224	13.213
O	6.7561	17.6681	13.666
O	5.4745	2.7191	13.8076
O	1.0107	4.1404	16.4075
O	11.032	10.5831	14.7423
O	2.1798	7.8939	13.7436
O	14.9158	-0.5942	13.9627
O	7.5557	5.081	11.8505
O	3.517	4.395	14.0384
O	0.2077	4.5344	13.8952
O	8.479	10.0043	14.2468
O	-5.176	11.2517	13.1956
O	10.2568	8.056	14.2716
O	4.2182	17.6476	30.0091
O	11.1815	4.6427	28.3429
O	13.1363	-2.3676	24.3443
O	0.5465	9.2563	29.1225
O	2.4905	8.9581	27.2214
O	5.2112	2.0273	29.2239
O	1.6569	2.3614	29.1504
O	10.4793	0.3031	29.7457
O	7.5625	10.3212	29.0424
O	4.042	11.3225	26.8543
O	3.8281	4.3285	28.9593
O	8.6352	5.5537	29.3779
Si	10.3768	10.9432	20.6231
Si	7.3394	1.5432	16.9185
Si	-0.8603	16.8659	23.7516
Si	11.6022	8.7191	24.8374
Si	11.9398	6.7245	19.6936
Si	6.6992	6.7796	21.3961
Si	8.6329	4.3916	25.4118
Si	4.3809	12.1625	16.8657
Si	1.4436	9.4797	20.4867
Si	2.7474	-2.2076	23.2875
Si	8.8507	3.2396	14.7678
Si	3.9335	12.8407	26.2005
Si	8.9587	10.0328	17.8907
Si	9.3777	10.3006	23.5167
Si	6.5784	9.5409	19.7293
Si	3.5157	-2.1916	14.1541
Si	10.2868	3.3771	27.8481
Si	9.4509	5.7068	20.8326
Si	4.438	14.2924	14.8972
Si	5.115	3.4465	28.4468
Si	7.4872	8.9247	28.2342
Si	10.7173	3.0189	21.3166
Si	4.6538	4.923	17.5239
Si	0.9348	8.5943	27.6609
Si	1.3285	1.9679	27.5849
Si	3.5883	-1.0742	18.5243
Si	8.6778	13.136	23.4031
Si	15.158	7.458	16.8448
Si	4.7753	0.1981	23.9078
Si	18.0955	6.3514	24.3717
Si	11.7085	3.5825	15.1995
Si	9.8484	9.4578	15.0022
Si	18.5638	-1.716	25.1235
Si	1.7322	5.2734	17.2828
Si	1.3835	-6.0394	22.0721
Si	5.7263	2.835	19.0077
Si	14.5733	10.4378	27.7109
Si	4.1976	5.9296	22.737
Si	6.3948	12.1562	21.4275
O	7.1256	2.381	18.3057
O	9.0127	0.8096	24.1706
O	8.5325	0.5003	17.1929
O	10.1624	3.5007	15.7134
O	5.1553	5.461	24.0063
O	0.695	16.7903	18.3723
O	-3.965	9.2708	18.5074
O	8.2532	4.6987	14.3843
O	3.6926	2.0864	15.6516
O	4.8274	6.5273	17.2968
O	-0.0562	9.0377	26.4362
O	5.5614	4.4499	18.7945
O	5.1818	6.1301	21.418
O	7.6201	1.9243	22.2071
O	9.4165	-0.5094	21.8708
O	1.5503	11.2756	27.6079
O	0.8059	8.2721	19.5959
O	5.7032	2.419	20.5665
O	12.2888	3.4944	21.5387
O	5.9315	0.8033	16.5082
O	3.6189	7.3657	23.2429
O	10.7956	7.3583	24.4951
O	7.8539	5.9508	20.5788
O	2.2873	-4.4071	16.3863
O	4.4673	13.0461	18.2506
O	14.022	2.5043	26.4703
O	6.9531	10.9513	20.4737
O	14.6016	4.8626	22.3763
O	9.0589	3.7831	26.8538
O	4.9583	3.0034	26.8625
O	20.4601	8.0636	28.4449
O	3.0845	4.615	17.935
O	-4.3891	17.6769	22.9495
O	6.465	4.2842	28.8036
O	10.0226	4.936	24.7954
O	6.1417	18.7472	25.0209
O	3.5947	-0.9019	23.7612
O	8.2475	9.2586	24.089
O	7.7448	2.5047	15.6927
O	7.4074	9.3452	26.673
O	0.6442	5.3684	23.4529
O	-0.1894	2.3784	27.148
O	4.2734	12.533	24.6305
O	0.5974	2.063	14.8347
O	5.1376	4.1705	16.1458
O	5.0911	9.7709	19.1212
O	10.8673	9.9178	24.029
O	11.8681	10.4497	20.9908
O	9.89	6.0431	22.3697
O	6.0044	-0.455	24.7483
O	5.2747	-10.3333	22.4202
O	9.8745	4.1633	20.5013
O	10.0516	13.7697	22.7984
O	3.5092	-0.0929	17.2192
O	9.6448	9.2204	16.6334
O	2.5053	10.3633	19.6196
O	12.723	6.0491	20.9496
O	8.0143	3.2097	24.4762
O	2.2106	-2.0271	21.7792
O	14.7271	8.3615	18.1145
O	6.5988	-2.6446	20.7784
O	10.4978	12.5688	20.4982
O	10.3122	6.6967	19.8578
O	3.6374	10.1981	29.1696
O	7.4822	5.5612	25.4118
O	9.9329	10.3247	19.1752
O	17.8201	8.0506	28.8254
O	4.7783	8.3344	13.2281
O	3.9865	-2.4884	15.6672
O	0.8431	6.9766	27.8141
O	9.5329	2.6309	29.0805
O	-2.2717	7.434	31.0112

Results
free energy: -178556.721 eV
free energy less fixed offsets of O -568.88, Si -635.61 eV per atom: -0.291 eV

Forces (eV/angstrom), in the order of the atoms: element, x, y, z
Si	0.0013	0.0256	-0.0108
Si	0.005	0.0231	-0.0054
Si	-0.0045	0.0554	0.013
Si	0.0054	-0.0103	-0.0109
Si	-0.0076	-0.0203	0.0063
Si	0	-0.0707	-0.0025
Si	0.0035	0.023	0.0073
Si	-0.0048	0.0481	0.0036
Si	-0.0021	0.0597	-0.0108
Si	0.0028	-0.006	-0.0013
Si	-0.0056	-0.0452	-0.0102
Si	0.0047	-0.0678	0.0086
Si	-0.0077	0.0103	0.0034
Si	0.0033	0.0027	0.0106
Si	-0.0079	0.0699	-0.0075
Si	-0.0076	-0.0122	0.0016
Si	0.0044	-0.0384	0.0073
Si	-0.0035	-0.0786	-0.0171
Si	-0.0009	0.0008	0.0047
Si	-0.0035	0.0592	-0.0037
Si	-0.0109	0.0572	0.0015
Si	0.0023	-0.0431	-0.0133
Si	-0.0087	-0.0223	0.0055
Si	-0.0112	-0.0425	-0.0068
Si	-0.0168	0.0332	-0.1481
Si	0.0025	0.0827	-0.0869
Si	0.0031	0.0116	0.1436
Si	0.0096	-0.0259	-0.1531
Si	0.061	-0.0033	0.0003
Si	0.0127	-0.0724	0.1545
Si	-0.0571	0.0855	-0.0306
Si	0.0795	0.1186	0.0217
Si	0.0568	0.0612	-0.1201
Si	0.0023	-0.1025	-0.1704
Si	0.012	-0.0036	-0.0719
Si	-0.0313	-0.0912	0.1365
Si	-0.0018	-0.0243	-0.0272
Si	0.0089	0.0196	-0.0103
Si	-0.0017	0.0835	0.02
Si	0.0104	-0.0302	0.0066
Si	0.007	-0.058	0.0096
Si	-0.0112	-0.0429	0.0033
Si	0.0002	-0.0101	-0.0172
Si	0.0195	0.0245	-0.0099
Si	0.0003	0.0987	0.0349
Si	0.0133	0.0066	-0.0258
Si	0.0115	-0.0113	-0.0154
Si	-0.0012	-0.0706	0.0073
Si	-0.0435	-0.3742	-0.1078
Si	0.2322	-0.3198	-0.214
Si	-0.0852	-0.2177	-0.1192
Si	-0.2275	0.2855	-0.5628
Si	-0.0178	0.1385	-0.0834
Si	0.2613	0.4324	-0.4194
Si	0.0142	-0.1781	0.1163
Si	0.1054	0.0587	0.3311
Si	-0.0799	-0.3519	0.0768
Si	0.0746	-0.321	-0.0006
Si	-0.098	0.2542	0.0313
Si	0.1561	0.0732	-0.439
Si	0.1843	0.1139	0.2006
Si	0.1658	0.1006	0.1835
Si	0.0035	-0.1565	0.047
Si	-0.0872	-0.0364	-0.1072
Si	0.0123	0.1282	-0.3982
Si	-0.1449	0.0315	-0.0094
Si	0.1898	-0.1112	-0.0407
Si	0.0402	-0.0944	-0.0522
Si	-0.1807	-0.0641	-0.1354
Si	0.3161	0.2583	-0.0572
Si	-0.2073	-0.082	0.1766
Si	-0.1759	0.1151	0.2269
Si	-0.1007	0.0742	-0.0397
Si	-0.0401	-0.0133	-0.0585
Si	-0.0472	0.1493	-0.0805
Si	0.0068	-0.1044	-0.038
Si	0.093	-0.1612	-0.1407
Si	0.0834	0.0455	-0.0441
Si	-0.0142	0.0854	0.0581
Si	0.0146	0.042	-0.0641
Si	0.0114	-0.0568	-0.0796
Si	0.0608	-0.1628	-0.0451
Si	-0.0328	0.0314	-0.0394
Si	-0.0145	-0.0397	-0.1073
Si	-0.0528	0.0611	-0.0806
Si	-0.0308	0.073	-0.0475
Si	0.039	0.0653	-0.0531
Si	-0.0261	-0.0951	0.0142
Si	0.0289	-0.0625	-0.0227
Si	-0.0113	-0.083	-0.0871
Si	-0.0186	0.0784	0.0021
Si	0.0003	0.0543	-0.0689
Si	-0.0249	0.1814	0.0404
Si	0.0176	-0.0566	-0.022
Si	-0.0288	-0.049	-0.0868
Si	0.0563	-0.0446	0.0003
Si	-0.0668	0.0581	-0.0916
Si	0.0405	0.0733	0.0582
Si	-0.0074	0.006	0.0214
Si	0.0099	-0.0802	0.0439
Si	-0.0077	-0.0546	0.1591
Si	-0.0657	-0.081	-0.0735
Si	0.009	0.0324	0.0762
Si	-0.0451	0.0751	-0.0132
Si	-0.0208	-0.0107	-0.2004
Si	-0.0615	-0.054	0.1138
Si	0.0517	-0.0364	-0.1392
Si	-0.0097	-0.0877	0.0138
Si	0.0004	0.0338	0.0138
Si	0.0122	0.0391	0.0343
Si	0.0032	0.0719	-0.0115
Si	0.0194	-0.0464	0.0639
Si	0.0031	-0.0839	0.0538
Si	0.047	-0.1828	0.0011
Si	-0.0241	-0.0157	0.0736
Si	-0.0228	0.0135	-0.0034
Si	-0.0133	0.0929	0.0394
Si	-0.0401	-0.0251	-0.0002
Si	-0.0083	-0.0377	0.0413
Si	0.0137	-0.0634	0.0489
Si	-0.1137	0.0488	-0.027
Si	0.0618	0.0515	0.209
Si	-0.0114	0.0274	0.1053
Si	0.0413	-0.0889	-0.0619
Si	0.0441	-0.1222	-0.074
Si	-0.0618	-0.0171	0.0204
Si	0.0033	0.1505	0.0095
Si	-0.1108	0.0276	0.0369
Si	-0.0352	0.159	-0.0694
Si	0.0056	-0.077	0.0492
Si	0.048	-0.0452	0.1189
Si	0.137	-0.0037	0.184
Si	0.085	0.2033	0.235
Si	-0.1511	-0.1087	0.1909
Si	0.2498	-0.03	-0.1225
Si	-0.0421	0.0096	-0.1935
Si	-0.1929	-0.2641	-0.2783
Si	-0.0624	0.0822	0.1278
Si	0.1555	0.1408	-0.0315
Si	-0.1041	-0.0638	0.0443
Si	0.137	0.4084	-0.4877
Si	-0.081	-0.2	0.2185
Si	0.0416	-0.1281	0.0333
Si	0.16	-0.0607	0.1387
Si	0.1873	-0.1952	-0.1871
Si	-0.4712	-0.1463	0.0082
Si	0.1308	-0.0779	0.2084
Si	-0.1042	0.0058	0.1437
Si	0.1865	0.272	0.0483
Si	-0.0546	-0.1907	0.282
Si	0.3496	-0.2089	0.11
Si	0.1375	-0.148	0.5699
Si	0.268	0.1819	0.2724
Si	-0.186	0.4713	0.0812
Si	-0.345	0.3496	-0.1124
Si	-0.2014	-0.2207	0.7598
O	0.1322	-0.0936	-0.1377
O	0.11	-0.1905	-0.2456
O	-0.0436	-0.0708	-0.142
O	0.0575	-0.1067	-0.0263
O	0.006	-0.055	-0.128
O	0.067	0.0109	-0.2155
O	0.0493	-0.1264	-0.4624
O	-0.0822	0.2503	-0.3926
O	-0.0673	0.068	-0.0955
O	0.0003	-0.099	-0.1799
O	-0.1277	0.3296	-0.1649
O	-0.0155	-0.2866	-0.1853
O	0.0256	-0.1159	0.0972
O	0.2411	0.2146	-0.0834
O	-0.0396	-0.0027	0.0608
O	-0.1837	0.1634	0.3402
O	-0.0915	-0.0733	0.0942
O	0.0125	0.0321	0.0653
O	0.0594	0.1135	0.3949
O	-0.1187	0.1095	0.2727
O	0.0067	0.0333	0.0855
O	-0.0212	-0.0693	0.0692
O	-0.2684	0.1151	0.2999
O	-0.2417	-0.0415	-0.0177
Si	-0.057	-0.0921	0.0124
Si	-0.1776	-0.0373	0.1884
Si	0.0168	0.0139	-0.0047
Si	0.0218	0.008	-0.141
Si	0.1238	-0.0893	-0.1121
Si	-0.1076	0.0784	0.0575
Si	-0.0747	-0.0267	-0.1998
Si	0.1341	0.0314	0.3349
Si	0.1206	0.0286	-0.0589
Si	0.0688	0.0854	0.0027
Si	-0.2179	-0.1499	-0.1545
Si	0.0191	-0.2169	-0.141
Si	-0.2887	0.1368	0.2262
Si	-0.0373	0.0246	0.055
Si	-0.1155	0.0426	-0.0046
Si	0.0834	-0.0708	0.2064
Si	-0.0523	-0.1636	-0.0952
Si	0.0139	0.0472	0.0245
Si	0.0636	-0.0021	0.4086
Si	-0.0996	-0.1971	-0.0723
Si	-0.0727	0.1335	-0.0775
Si	-0.0987	0.0009	0.0632
Si	-0.0979	0.1024	0.3191
Si	0.2547	0.3314	-0.3107
Si	0.0614	-0.2057	-0.1812
Si	0.0038	-0.0925	-0.1043
Si	-0.1437	-0.0891	0.0387
Si	-0.0578	-0.1374	0.3278
Si	0.0544	0.0904	0.0646
Si	0.0369	0.0654	-0.0092
Si	0.1109	-0.1236	0.1764
Si	-0.0765	0.4765	-0.0428
Si	-0.1314	0.0822	-0.2393
Si	0.3413	0.1634	0.1237
Si	-0.028	0.1056	-0.0377
Si	-0.0515	0.0928	0.0095
Si	0.246	0.1494	-0.1489
Si	0.0279	0.0281	-0.0023
Si	-0.1389	0.0231	-0.0385
O	0.0498	-0.04	-0.098
O	0.0365	0.0248	-0.0226
O	0.1336	-0.0587	-0.0353
O	0.0562	-0.0278	-0.036
O	0.0031	0.0071	-0.033
O	-0.0964	0.0303	0.0666
O	0.1527	0.0067	-0.0876
O	-0.0295	0.4146	-0.2604
O	-0.0775	0.0573	-0.2081
O	-0.0674	0.0256	-0.1291
O	0.0001	-0.0793	0.1351
O	-0.025	-0.1289	-0.1119
O	0.0072	-0.0299	0.0145
O	0.0634	0.0263	0.004
O	0.0435	0.0121	-0.0987
O	-0.177	0.062	0.1121
O	-0.0583	-0.0219	0.0152
O	0.0341	-0.0126	0.0064
O	0.0273	-0.0484	-0.0079
O	-0.0042	0.0499	-0.0974
O	-0.0402	0.0204	-0.0025
O	0.012	0.0064	0.052
O	0.0734	-0.066	-0.0045
O	-0.0321	0.0101	-0.1304
O	-0.05	-0.05	-0.0959
O	-0.1584	0.0184	0.1982
O	0.0868	-0.0219	0.0212
O	-0.0288	-0.0516	-0.0027
O	0.0381	0.0804	0.0961
O	0.0925	0.141	0.2881
O	0.0678	0.0443	-0.0039
O	-0.0552	0.0206	-0.1042
O	0.0602	-0.0305	-0.0197
O	0.2014	0.0429	0.0967
O	0.0195	-0.0093	0.0643
O	0.0343	-0.0114	0.0296
O	-0.0743	-0.0891	-0.0161
O	0.0087	-0.0212	0.0179
O	0.0708	-0.0058	-0.1127
O	0.0283	-0.0622	0.249
O	0.0015	-0.0447	0.0038
O	-0.0499	0.094	0.1469
O	-0.0248	0.0565	0.0339
O	-0.1422	-0.0594	-0.1792
O	-0.0013	-0.0807	-0.3549
O	0.0305	0.0228	0.0093
O	0.0451	-0.0188	0.0323
O	0.0113	0.0272	0.0577
O	-0.0457	0.0323	-0.0073
O	0.0553	-0.0636	0.0648
O	-0.0117	0.0067	-0.0198
O	0.011	-0.0382	-0.038
O	0.1011	0.0192	-0.0318
O	-0.0066	0.0154	-0.0039
O	0.0767	-0.1124	-0.3309
O	-0.087	0.0215	0.0856
O	0.0141	-0.03	0.0441
O	0.0283	0.0481	0.0081
O	-0.0219	-0.0279	-0.0113
O	0.0492	0.0143	-0.0342
O	0.0254	-0.0848	0.0704
O	0.0359	0.048	-0.0266
O	-0.0154	0.009	0.0324
O	-0.0305	-0.0229	0.1822
O	0.0228	-0.0242	0.0827
O	0.0304	0.0087	-0.0475
O	-0.003	-0.071	0.1343
O	-0.0281	-0.1343	-0.015
O	-0.0268	0.078	-0.1633
O	-0.0506	-0.2616	-0.0141
O	-0.0613	-0.0783	0.2033
O	0.0715	0.073	0.5064

The program warned: the cutoff lies below the one the program advises for these potential files; the exchange-correlation potential is rough where the density is thin.
